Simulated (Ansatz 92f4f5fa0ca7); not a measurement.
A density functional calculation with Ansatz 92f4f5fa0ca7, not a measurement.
Periodic cell of 148 atoms, Si92O56, from a study of silicon, its oxide and their interface. The atomic structure is a simulated model.

Settings
functional: r2SCAN
potential files: Ansatz norm-conserving
basis: plane waves
wave-function cutoff: 1300 eV
density cutoff ratio: 4
exchange-correlation grid ratio: 1
k mesh: 2 x 2 x 1, shifted by 0.5 0.5 0.5 of a step
self-consistency stop: 5e-08 eV per atom in the density residual
occupations: Fermi-Dirac, 0.05 eV
spin: none
net charge: 0

Cell vectors (angstrom)
a	10.88	0	0
b	0	10.88	0
c	0	0	22.5783

Atoms: element, x, y, z (angstrom)
Si	0.2828	-0.2611	0.1305
Si	2.459	3.2646	-0.0026
Si	0.0692	5.4356	0.3694
Si	2.4476	8.3763	0.1964
Si	5.361	0.0145	0.2526
Si	7.8782	3.0753	0.4518
Si	5.6991	5.1766	0.1543
Si	8.7274	7.6655	-0.0104
Si	1.4178	1.4563	1.3537
Si	4.0357	4.1639	1.5265
Si	1.3566	6.8669	1.6621
Si	4.0669	9.4842	1.5679
Si	6.6325	1.4729	1.6255
Si	9.5125	4.1631	1.7178
Si	6.9344	6.7643	1.4172
Si	9.5732	9.4339	1.4303
Si	0.0213	2.6851	2.8699
Si	2.7317	0.0788	2.8472
Si	-0.0249	8.2051	2.973
Si	2.7561	5.5125	2.9472
Si	5.3207	2.7838	2.9829
Si	8.1232	-0.0078	2.7872
Si	5.5024	8.1259	2.8195
Si	8.149	5.5161	2.9958
Si	1.3528	4.0832	4.2508
Si	4.0346	1.3656	4.3199
Si	1.3568	9.6151	4.2551
Si	4.1508	6.8489	4.2732
Si	6.7699	4.1185	4.3003
Si	9.5076	1.3252	4.1968
Si	6.8088	9.5029	4.2079
Si	9.5061	6.8453	4.3463
Si	-0.0541	0.0186	5.6383
Si	2.6657	2.7176	5.6615
Si	-0.03	5.4201	5.6299
Si	2.7416	8.2269	5.5859
Si	5.4551	-0.0219	5.6065
Si	8.1814	2.7127	5.5878
Si	5.4671	5.4979	5.6758
Si	8.1219	8.1867	5.6716
Si	1.2877	1.3622	7.0216
Si	4.0912	4.0887	6.9201
Si	1.3126	6.8723	6.8879
Si	4.107	9.5293	7.0136
Si	6.88	1.2987	6.9448
Si	9.4843	4.0679	7.0339
Si	6.8268	6.8183	7.0917
Si	9.4535	9.5553	7.0247
Si	-0.1111	2.6514	8.4161
Si	2.6948	0.0062	8.3309
Si	-0.0581	8.1843	8.3401
Si	2.6713	5.4726	8.1595
Si	5.5612	2.742	8.2039
Si	8.1114	-0.0332	8.501
Si	5.5007	8.2356	8.4309
Si	8.1739	5.4316	8.4858
Si	1.2329	4.1989	9.4854
Si	4.1025	1.4941	9.4457
Si	1.3519	9.4819	9.725
Si	4.101	6.7355	9.4737
Si	6.88	3.9164	9.7842
Si	9.5387	1.2206	9.9564
Si	6.642	9.6229	10.0484
Si	9.4512	6.9324	9.8382
Si	0.0309	-0.3095	11.3606
Si	2.9395	3.1468	10.608
Si	0.2123	5.6884	10.9644
Si	2.5602	7.7934	10.8215
Si	5.1542	0.4571	11.2467
Si	7.7981	2.1618	11.3121
Si	5.1803	5.1452	10.7707
Si	8.3618	8.5225	11.3862
Si	2.4532	1.1997	12.7858
Si	1.7098	4.6027	17.5417
Si	1.8889	8.9871	16.1819
Si	10.3586	10.5834	15.5039
Si	6.8777	0.7091	19.2726
Si	9.1554	2.2501	14.274
Si	3.0915	3.0741	15.3872
Si	2.6479	2.1107	18.0375
Si	-1.3367	1.5308	20.7839
Si	6.8684	-4.4988	13.1706
Si	2.6104	7.8662	13.6735
Si	-1.29	5.1199	13.7251
Si	8.347	1.319	16.8101
Si	15.3589	-5.0632	15.0488
Si	10.6641	2.7557	18.3146
Si	4.1762	1.5641	20.5096
Si	6.7799	-1.7179	20.8775
Si	-10.9872	7.7669	14.7254
Si	3.3778	7.0636	17.7309
Si	4.3928	7.098	20.7149
O	1.3891	-1.3852	-0.4255
O	-0.4003	0.3252	-1.2544
O	-5.153	1.6735	-2.6404
O	4.2602	0.3954	-0.9454
O	-1.0082	6.4879	-0.4456
O	1.22	4.388	-0.3871
O	3.0242	7.5518	-1.1119
O	-0.9953	17.306	-7.9046
O	6.703	-0.6177	-0.4981
O	15.2005	-4.4428	-6.0205
O	6.8422	4.0756	-0.399
O	8.899	2.3284	-0.5684
O	5.4866	8.2329	-1.5594
O	4.1831	6.9964	-3.463
O	8.1349	8.2888	-1.4454
O	0.7824	7.7773	-6.4793
O	3.2221	-2.5457	12.2556
O	1.1726	0.1433	12.5752
O	2.0521	2.3745	11.7427
O	2.6469	2.0635	14.1947
O	3.2963	-4.4256	14.1268
O	-2.2615	2.3199	12.7532
O	1.5664	6.5618	11.2929
O	3.293	1.1735	19.1849
O	3.9026	0.4895	12.3929
O	9.2278	-0.0564	16.6635
O	6.4055	1.3896	11.8098
O	10.546	5.0843	12.4136
O	4.0095	4.1437	11.4212
O	11.8707	-0.5118	16.1593
O	5.8206	5.9913	12.0109
O	9.6485	9.5365	11.8465
O	3.4587	2.0319	16.6177
O	7.6166	-3.0937	12.7214
O	11.9229	1.7889	17.8735
O	2.7215	3.6977	18.4685
O	-1.0848	3.7299	14.5632
O	-8.9722	4.0772	15.9865
O	0.176	15.1868	17.9916
O	13.7405	-1.9098	14.8614
O	8.027	-5.6282	13.3027
O	10.2643	1.0509	14.5566
O	9.3119	2.4209	17.5093
O	9.9566	9.1871	14.7426
O	7.9467	1.9154	15.3412
O	11.8647	7.7417	13.5234
O	-0.4621	2.5637	19.8957
O	6.6372	-0.8959	19.4672
O	15.1752	-6.7172	15.0346
O	-8.8402	6.1422	17.8287
O	5.9542	6.3167	14.5454
O	3.4103	2.8083	21.2588
O	7.0018	1.0538	17.6778
O	8.3426	0.9549	19.889
O	4.968	5.708	21.3356
O	2.8518	8.6106	17.4514

Results
free energy: -36834.504 eV
free energy less fixed offsets of O -463.61, Si -117.95 eV per atom: -20.944 eV
pressure: -2.45 GPa
stress xx, yy, zz, yz, xz, xy (GPa, positive in tension): 3.4, 1.95, 2.01, -0.27, -0.23, -0.69

Forces (eV/angstrom), in the order of the atoms: element, x, y, z
Si	0.2638	-0.1477	-0.5085
Si	-0.2992	0.0657	-0.1693
Si	0.0299	-0.1544	-0.2958
Si	-0.0544	0.0526	-0.3961
Si	0.1275	-0.0451	-0.374
Si	0.1434	0.0411	-0.5504
Si	0.1131	-0.1275	-0.7022
Si	0.1677	-0.2497	-0.2693
Si	-0.0369	0.0796	-0.3147
Si	0.1339	0.0911	-0.2038
Si	0.1315	0.1467	-0.2712
Si	-0.1394	-0.0896	-0.3239
Si	0.0786	-0.1195	-0.3133
Si	-0.0882	-0.0841	-0.1758
Si	0.0045	0.0532	-0.3775
Si	-0.0347	0.0767	-0.1724
Si	0.0726	-0.142	-0.0729
Si	-0.0924	0.1136	-0.0775
Si	-0.0126	0.0134	0.1437
Si	0.0532	-0.0154	0.1404
Si	-0.188	0.17	0.1653
Si	0.0777	-0.158	-0.1626
Si	0.1086	-0.0932	-0.154
Si	0.0228	0.0493	0.1169
Si	0.0749	-0.0135	-0.0564
Si	-0.0176	-0.0067	0.0113
Si	0.0313	-0.0524	-0.062
Si	-0.0531	-0.0975	0.0152
Si	0.0323	0.0077	-0.0106
Si	0.1244	0.1283	-0.0395
Si	-0.0529	0.0496	0.0301
Si	-0.1508	0.0949	-0.0293
Si	-0.0126	0.0128	0.0166
Si	0.0473	-0.0331	-0.0994
Si	0.0163	0.0083	0.0348
Si	0.0099	0.092	-0.0252
Si	-0.004	0.0211	-0.0602
Si	-0.1151	-0.0186	-0.0457
Si	-0.0701	0.0752	-0.0603
Si	0.1771	-0.0845	-0.0035
Si	-0.0932	-0.0506	-0.0224
Si	0.0118	-0.0113	0.0773
Si	0.0949	-0.0583	0.0415
Si	-0.0292	0.0301	-0.0239
Si	0.0109	0.1534	0.0531
Si	0.0415	0.0088	-0.0314
Si	-0.0014	0.0496	0.0148
Si	-0.0593	-0.1034	0.1133
Si	-0.0889	-0.109	0.132
Si	-0.1204	-0.0776	0.0778
Si	0.0549	-0.0025	-0.0105
Si	-0.2022	0.1582	-0.3468
Si	0.1369	0.0263	-0.1812
Si	-0.0183	0.0041	0.2016
Si	0.075	0.0048	0.0476
Si	0.0134	0.039	0.0414
Si	0.1632	0.0941	0.1087
Si	-0.1914	-0.0292	0.3275
Si	0.0788	-0.0677	0.0326
Si	-0.0778	-0.0402	0.1563
Si	0.0127	-0.1894	0.2481
Si	-0.0004	-0.0099	0.2171
Si	0.0107	0.0384	0.2376
Si	0.0205	0.128	0.2237
Si	0.0437	-0.1129	0.0735
Si	-0.1457	0.1586	0.7177
Si	0.1715	-0.1497	0.7844
Si	0.1734	-0.1706	0.5755
Si	-0.2484	0.4295	-0.0273
Si	0.1891	0.1931	0.5965
Si	-0.2447	0.0283	0.9238
Si	0.0971	-0.156	0.2333
Si	0.0499	0.3956	0.1903
Si	-0.1212	0.3625	-0.0444
Si	0.0758	0.1404	0.5308
Si	0.005	0.0062	0.4428
Si	0.0042	0.2133	-0.5829
Si	-0.0608	0.042	0.4374
Si	0.1361	0.303	0.301
Si	0.056	-0.0231	-0.0453
Si	-0.0408	0.0522	-0.0483
Si	-0.3307	-0.2281	0.2007
Si	0.2062	-0.218	0.449
Si	0.086	-0.0421	0.3462
Si	-0.1951	-0.0256	0.2117
Si	-0.1963	-0.1625	0.2856
Si	-0.0367	0.1291	-0.3255
Si	0.0046	-0.1048	-0.4371
Si	-0.0027	0.1466	-0.239
Si	0.0161	-0.0985	0.4633
Si	-0.3389	0.0064	-0.2305
Si	-0.1192	-0.07	-0.1246
O	-0.0665	0.0761	0.7526
O	-0.0257	0.1083	0.3297
O	-0.1606	-0.1291	0.217
O	0.3414	0.0589	0.4547
O	-0.0649	0.2019	0.4938
O	0.0908	-0.1099	0.4261
O	0.1254	0.0521	0.2371
O	0.0308	-0.1229	-0.4585
O	-0.3612	-0.1337	0.107
O	-0.1741	0.0353	-0.1058
O	-0.1531	-0.03	0.937
O	-0.0587	-0.057	-0.093
O	0.1112	-0.0388	0.0194
O	0.0458	0.0237	0.5575
O	-0.0512	-0.0552	0.333
O	0.0549	0.2751	-0.5249
O	-0.2928	-0.0867	-0.3758
O	-0.4287	-0.0739	-0.3665
O	0.2943	-0.3048	0.055
O	-0.1425	-0.5214	-0.6367
O	-0.0409	0.2803	-0.1222
O	-0.3592	-0.0615	-0.5132
O	-0.2099	0.3075	-0.3627
O	0.1896	0.2442	0.3667
O	0.2731	-0.0906	-0.2684
O	0.0804	0.2766	-0.3103
O	0.3033	-0.0606	-0.4119
O	0.0131	0.2525	-0.4232
O	0.0964	-0.0635	-0.9274
O	-0.154	-0.279	-0.3275
O	0.1793	0.0121	-0.0642
O	-0.1238	-0.0832	-0.1444
O	-0.3323	0.2168	0.1061
O	0.356	0.1818	-0.4021
O	0.0819	0.3144	0.0863
O	-0.2467	-0.3016	-0.2323
O	-0.1776	0.0474	-0.4281
O	0.2585	-0.186	0.1161
O	0.2609	-0.4653	0.0333
O	-0.2733	-0.2101	-0.2454
O	-0.0057	0.0937	-0.1506
O	-0.186	-0.0097	-0.1343
O	0.063	-0.1728	0.0258
O	0.2574	-0.0497	-0.1253
O	0.5321	-0.051	-0.1184
O	0.0142	0.0913	0.0963
O	-0.107	-0.2365	0.2184
O	0.0464	-0.0653	0.5529
O	-0.1891	0.2085	-0.0514
O	0.3411	-0.0558	-0.0992
O	0.2857	0.093	-0.6333
O	-0.3084	0.0816	0.3147
O	0.2446	-0.0607	0.2979
O	0.0316	0.0716	0.1358
O	0.0563	0.158	0.4394
O	-0.065	-0.3404	-0.3473
